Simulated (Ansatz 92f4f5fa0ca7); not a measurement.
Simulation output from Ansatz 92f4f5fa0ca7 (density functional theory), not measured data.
Periodic cell of 226 atoms, Si132O92P2, from a study of silicon, its oxide and their interface. The atomic structure is a simulated model.
Doubt: the cutoff is far below the 930 eV that the study's wrapper takes by default for these files, so forces and energies are approximate.
This geometry differs little from another in the collection (a relaxation step or a small displacement).

Settings: functional PBE; potential files Ansatz PAW; basis plane waves; wave-function cutoff 580 eV; density cutoff ratio 5; exchange-correlation grid ratio 1; k mesh 1 x 1 x 1, Gamma-centred; self-consistency stop 5e-08 eV per atom in the density residual; occupations fixed; spin none; net charge 0.

Cell vectors (angstrom)
a	10.938	0	0
b	0	10.938	0
c	0	0	31.9494

Atoms and the computed forces on them: element, x, y, z (angstrom), force x, y, z (eV/angstrom)
Si	10.6713	0.0529	24.5023	-0.0551	-0.0367	-0.1246
Si	5.0989	0.069	24.7071	-0.0056	-0.0516	-0.0407
Si	2.8536	2.2459	24.552	-0.0055	-0.032	-0.0534
Si	8.5478	2.4038	24.6096	-0.0179	0.034	-0.0377
Si	10.6242	5.4828	24.2798	-0.0261	0.025	-0.1465
Si	5.0875	5.5451	24.4354	-0.0266	-0.0271	-0.0805
Si	2.9498	7.909	24.4097	-0.0029	-0.0161	-0.0367
P	8.5061	7.5625	24.4209	0.2882	0.073	-0.1309
Si	1.3215	1.128	25.8765	0.0587	0.0269	0.0159
Si	6.8059	1.3048	25.7824	0.0172	0.0296	0.0134
Si	3.9379	3.9965	25.748	0.0268	-0.014	0.0046
Si	9.6796	3.9837	25.8821	0.0367	-0.0457	-0.008
Si	1.1965	6.8348	25.6156	-0.0144	-0.0229	-0.0186
Si	6.7506	6.6152	25.6812	0.077	0.1448	0.1029
Si	3.9946	9.4094	25.9608	-0.0209	0.0052	0.0206
P	9.5684	9.721	25.97	-0.249	-0.2148	0.0391
Si	2.6568	-0.1584	27.3026	0.0161	-0.0071	0.0071
Si	8.1918	0.0296	27.2493	0.0152	-0.0091	-0.0176
Si	0.0929	2.6523	27.2397	-0.0089	-0.0193	0
Si	5.4357	2.7276	27.1266	-0.0234	0.0022	0.0043
Si	2.6067	5.4545	27.0782	-0.0424	0.0415	-0.0008
Si	8.1819	5.3618	27.1157	-0.0198	0.0187	-0.0102
Si	-0.0472	8.2479	27.1296	-0.0185	-0.0156	-0.0278
Si	5.5551	8.1109	27.136	-0.0078	-0.0442	-0.02
Si	4.0863	1.3268	28.5063	-0.0033	-0.0094	0.0063
Si	9.5498	1.3826	28.5816	0.0087	0.0707	0.0418
Si	1.3876	4.0927	28.5674	0.0035	-0.0032	0.0073
Si	6.7898	4.082	28.5251	0.0314	-0.0245	-0.0068
Si	4.0877	6.7884	28.449	-0.0298	0.0389	0.0207
Si	9.525	6.805	28.4535	-0.0043	0.0238	0.0014
Si	1.2834	9.495	28.6345	0.038	-0.0318	-0.0027
Si	6.8419	9.5285	28.5426	0.0118	-0.0173	0.0143
Si	-0.0294	0.0016	29.9306	-0.0097	0.0172	0.0311
Si	5.4735	-0.0128	29.8885	-0.0155	0.0171	0.0036
Si	2.7601	2.7211	29.9016	0.0043	-0.012	0.0097
Si	8.1744	2.7622	29.9088	0.0153	-0.0102	0.0394
Si	-0.0161	5.4759	29.8774	-0.0033	0.0039	0.0039
Si	5.4468	5.4684	29.8797	-0.0093	-0.0044	0.0185
Si	2.7526	8.1614	29.893	-0.0006	0.0065	0.0189
Si	8.218	8.1814	29.8926	0.0004	-0.0105	0.0161
Si	1.3673	1.3673	31.2657	0.1132	0.065	-0.0146
Si	6.8362	1.3673	31.2657	0.0215	-0.019	-0.0324
Si	4.1018	4.1018	31.2657	0.0981	-0.0703	0.0459
Si	9.5708	4.1018	31.2657	-0.1099	0.1649	0.0001
Si	1.3673	6.8362	31.2657	0.0177	-0.1562	-0.0439
Si	6.8362	6.8362	31.2657	-0.0293	-0.0348	-0.1477
Si	4.1018	9.5708	31.2657	0.0024	-0.0708	-0.0964
Si	9.5708	9.5708	31.2657	-0.1869	-0.1669	0.1681
Si	2.7345	0	0.6835	0.0213	0.0781	0.0387
Si	8.2035	0	0.6835	-0.0361	0.0461	-0.0834
Si	0	2.7345	0.6835	0.0773	0.0948	0.0458
Si	5.469	2.7345	0.6835	-0.0249	0.067	0.1121
Si	2.7345	5.469	0.6835	-0.096	-0.0385	-0.0344
Si	8.2035	5.469	0.6835	0.0526	0.094	0.0155
Si	0	8.2035	0.6835	0.0322	0.0765	0.1354
Si	5.469	8.2035	0.6835	0.0444	0.1272	0.1024
Si	4.096	1.3798	2.0661	-0.0022	0.0011	0.0032
Si	9.5921	1.3518	2.0468	0.0005	-0.0003	0.0013
Si	1.3514	4.1372	2.0582	0.0008	0.001	0.0024
Si	6.8273	4.1327	2.0468	0.0019	0.0002	0.0015
Si	4.089	6.8476	2.0472	-0.0001	0.0023	0.0002
Si	9.5684	6.8432	2.0655	-0.0065	0.0062	0.0063
Si	1.361	9.6002	2.0587	-0.0038	0.0009	0.001
Si	6.826	9.6133	2.0503	-0.0005	-0.0032	0.004
Si	0.0316	0.0361	3.4775	-0.0017	-0.0008	-0.0015
Si	5.4827	0.04	3.4567	0.0011	0.0017	-0.0022
Si	2.7168	2.7725	3.4089	0.0024	-0.002	0.0002
Si	8.2523	2.7795	3.3484	-0.0005	-0.0042	0.0031
Si	0.025	5.5192	3.4762	-0.0018	-0.0024	-0.0023
Si	5.4735	5.5238	3.4308	-0.0004	-0.0016	-0.0015
Si	2.7363	8.24	3.4048	0.0026	-0.0018	0.0001
Si	8.2415	8.2901	3.3922	0.0036	-0.0039	0.0012
Si	1.3803	1.454	4.8516	0.0011	-0.0004	0.0002
Si	6.9115	1.4717	4.7371	0.0019	0.0027	-0.0003
Si	4.0641	4.1521	4.767	-0.0008	0.0003	-0.0014
Si	9.6006	4.08	4.7848	0.0001	0	0.0001
Si	1.3682	6.9694	4.8498	0.0011	0.002	0.0014
Si	6.8421	6.9862	4.7351	0.0016	0.0016	-0.0023
Si	4.097	9.5727	4.797	-0.0011	-0.002	-0.0001
Si	9.6237	9.5785	4.8481	0.0011	0.0021	0.0016
Si	2.7607	0.0337	6.1473	-0.0013	0.0001	0.0012
Si	8.2972	0.1167	6.1024	-0.0003	0.0003	0.0011
Si	0.0187	2.7964	6.3104	-0.0011	-0.0013	0.0016
Si	5.5176	2.8348	6.0822	-0.0003	-0.0017	0.0014
Si	2.7555	5.5883	6.1492	0.0004	0.0001	-0.0007
Si	8.2547	5.5941	5.9651	0	-0.0003	0.0017
Si	0.0508	8.3031	6.3797	-0.0003	0	0.0019
Si	5.5021	8.2977	6.2294	-0.0008	-0.0016	0.0011
Si	4.4272	1.1775	7.3388	0	-0.0004	-0.0034
Si	9.8146	1.148	7.6286	-0.0014	-0.0018	-0.0032
Si	1.1811	4.4962	7.5162	-0.0003	0.0008	-0.0018
Si	6.6468	4.5393	7.2628	-0.0007	-0.0016	-0.0042
Si	4.3264	6.7019	7.5509	0	-0.0013	-0.0023
Si	9.7316	6.6081	7.5095	-0.0004	-0.0002	-0.0037
Si	1.2851	9.9382	7.7141	-0.0001	-0.0021	-0.0021
Si	6.7254	9.9587	7.4234	-0.0002	0.0005	-0.0013
O	9.5733	1.2116	24.024	0.0363	-0.0567	-0.0239
O	4.0307	6.7323	23.9253	0.0151	0.0268	0.0146
O	4.0527	1.1907	24.058	-0.0274	0.0181	-0.0211
O	9.2926	6.3316	23.6023	-0.0109	0.0857	0.2001
O	-0.024	5.5395	8.0256	-0.0007	0.0008	0.0012
O	5.574	0.1195	7.9204	0.0003	-0.0002	0.0012
O	0.0763	0.0886	8.1561	0.0001	-0.0002	0.0008
O	5.5349	5.6071	7.8929	0.0001	0.0008	0.0013
O	7.6072	3.9642	8.4562	-0.0015	0.002	-0.003
O	8.7275	7.0404	8.7703	0.0008	-0.0024	-0.0034
O	2.1854	9.4529	9.054	-0.0011	0.0005	-0.002
O	8.8959	1.675	8.9299	0.0012	-0.0008	-0.0023
O	7.6184	9.4637	8.7257	-0.0017	0.0012	-0.0034
O	3.6127	1.8136	8.6132	0.0006	-0.0013	-0.0029
O	3.5888	7.2198	8.9589	0.0006	-0.0018	-0.0041
O	2.0641	3.9972	8.831	-0.0026	0.001	-0.0031
O	8.1227	3.4562	23.404	-0.0247	-0.0562	0.0304
O	0.4788	4.8417	22.9626	0.0388	-0.0727	-0.0195
O	1.9385	2.6567	23.2422	0.0258	-0.0348	0.0278
O	5.755	4.7945	23.1185	-0.0077	0.0179	0.0072
O	5.6221	9.927	23.5779	-0.0083	-0.0022	0.0095
O	2.454	8.6867	23.032	0.0074	-0.0061	0.0176
O	0.1675	9.9991	23.223	-0.0142	0.0304	0.0302
O	7.8583	8.4295	23.1752	-0.0769	0.045	-0.1078
Si	8.6618	7.6415	18.4887	-0.0065	-0.0035	0.0217
Si	8.7903	6.3247	13.6684	0.0011	-0.0013	0.0073
Si	3.7963	1.5012	14.7659	0	-0.0021	0.0047
Si	2.1401	5.7016	17.6739	-0.0022	-0.0001	0.0104
Si	2.4331	3.081	19.511	-0.0005	0.0029	0.0045
Si	9.8149	8.9967	12.1086	0.0009	-0.0001	0.0083
Si	1.2866	9.3972	22.1457	0.0145	-0.0135	-0.0339
Si	9.1784	0.9259	13.234	0.0014	-0.0017	0.0084
Si	1.4302	5.0219	13.0626	-0.0019	-0.001	0.0068
Si	1.7987	8.225	12.8425	-0.0008	0.0005	0.0107
Si	6.722	9.4373	22.5048	0.0523	-0.0598	0.031
Si	4.5238	4.563	15.7416	0.0005	-0.0008	0.0087
Si	8.2124	3.0106	9.6022	0.0005	0.0011	0.008
Si	0.8373	8.1918	19.3262	-0.0108	-0.0109	-0.0003
Si	6.9777	1.234	21.1383	0.0105	-0.0203	0.0161
Si	8.2272	8.3008	9.692	0.0005	0.0008	0.0098
Si	10.896	5.1767	15.6472	-0.0011	-0.0018	0.0093
Si	7.5765	9.4504	16.3638	0.0017	-0.0048	0.0101
Si	9.9292	1.9982	20.3105	-0.0013	0.0022	0.0137
Si	3.2185	8.5029	9.9362	-0.0005	0.0001	0.0107
Si	6.6999	3.2879	17.4285	0.001	-0.0027	0.0074
Si	1.1569	0.1588	19.8341	-0.0109	0.0008	-0.0053
Si	3.241	2.7816	12.3235	-0.0013	-0.001	0.0096
Si	7.2128	5.3256	19.7145	0.014	0.0001	0.0412
Si	5.7519	8.6431	11.5764	-0.0005	0.001	0.0099
Si	5.7898	6.0429	13.2366	-0.0008	-0.0012	0.0089
Si	4.6379	9.6508	17.6797	0.0026	-0.0073	0.0122
Si	1.0483	3.5081	22.1852	-0.0429	0.056	0.0071
Si	4.9191	1.4196	18.8453	0.0073	-0.0055	0.0115
Si	3.1948	3.0699	9.5403	0	-0.0001	0.0092
Si	6.4587	10.7836	13.835	0.0011	-0.0019	0.0086
Si	10.3566	0.072	16.0075	-0.0021	-0.0012	0.0077
Si	5.6627	3.6343	11.1794	-0.0016	0.0018	0.0099
Si	9.8433	3.8621	11.9441	0.0013	0.0005	0.0084
Si	2.352	9.878	15.5858	0.0004	-0.0016	0.0077
Si	6.0849	8.0538	19.8596	0.0083	0.0028	0.0406
Si	6.9037	3.8827	22.4088	0.0408	0.0064	-0.003
Si	9.7558	2.7377	17.3863	-0.0012	0	0.0106
O	7.1999	6.3465	14.0129	-0.0009	-0.0004	-0.0034
O	1.8776	6.996	18.7489	0.003	-0.0042	-0.0061
O	10.2938	4.0026	16.5578	0.0002	0.0022	-0.0054
O	6.171	9.8918	17.1071	0.0029	-0.0017	-0.0069
O	10.1558	0.6521	14.5018	-0.0021	0.0003	-0.0085
O	8.4508	6.0592	18.9094	0.0005	0.0004	-0.0084
O	5.1787	0.6539	14.4725	0.001	-0.0014	-0.0036
O	5.7383	1.9849	17.5615	0.002	0.0009	-0.005
O	8.3517	1.8687	20.5913	0.005	0.0054	-0.0048
O	2.0071	4.2366	18.4228	0.0012	-0.0022	-0.0056
O	6.9639	2.7849	10.654	0.0013	-0.0015	-0.005
O	4.8764	2.6753	12.2396	0.0014	0.0006	-0.0051
O	6.0245	4.337	16.377	-0.0032	-0.0007	-0.0053
O	4.5596	3.9085	9.9697	-0.0023	-0.0004	-0.0055
O	10.7109	2.6874	21.5695	0.0052	-0.0234	-0.0129
O	9.7325	6.1338	15.0035	-0.0033	0.0009	-0.0053
O	6.0011	6.4189	19.8498	-0.004	-0.0043	-0.0122
O	4.0855	0.1207	18.3213	-0.0023	-0.0012	-0.0054
O	9.2559	10.5178	12.3063	0.0005	-0.0031	-0.0041
O	2.8604	4.3224	12.7431	0.0005	-0.0028	-0.0027
O	1.8413	10.6902	21.2817	-0.0087	-0.0028	0.0123
O	4.0126	2.6598	19.42	0.0029	-0.0019	-0.0044
O	0.7389	9.9993	16.0077	0.0011	-0.0017	-0.0029
O	1.3009	9.7388	18.8937	0.002	0.0005	-0.0021
O	1.7205	1.6053	19.2997	0.0003	-0.0049	-0.003
O	8.9486	10.3432	16.5409	0.0023	0.0005	-0.0042
O	4.8742	8.5566	18.8805	-0.0079	0.0031	-0.0191
O	9.5744	8.7275	10.5146	-0.0027	-0.0023	-0.0073
O	6.7582	4.0221	18.8758	-0.0061	-0.0113	-0.0139
O	2.852	1.6809	13.4321	-0.0006	0.0008	-0.0061
O	5.8868	8.6314	21.3664	-0.0147	-0.001	-0.0191
O	2.5445	2.4274	10.8983	0	0	-0.0079
O	7.5765	4.7624	21.2028	-0.019	-0.0087	-0.0267
O	5.2175	7.4487	12.5865	-0.0001	0.0019	-0.0049
O	0.431	9.0342	12.5368	-0.0018	-0.0008	-0.0033
O	7.5894	1.0212	13.6236	0.0009	-0.0003	-0.0029
O	7.1125	9.5979	14.7938	-0.0027	0.0016	-0.0077
O	8.9802	4.9901	12.7431	0.0009	-0.0037	-0.0042
O	8.1018	7.9875	16.9594	-0.0013	0.0021	-0.01
O	6.2375	2.4415	21.9706	-0.0121	-0.0002	0.0049
O	2.4622	9.028	14.146	-0.0008	-0.005	-0.0091
O	0.4273	4.451	11.908	-0.0017	-0.0018	-0.0051
O	0.7716	8.2888	20.9999	0.0079	0.0196	0.0134
O	9.3897	3.8055	10.3877	-0.0035	-0.0013	-0.0075
O	9.6605	2.3475	12.5701	0	0.0021	-0.0051
O	7.6237	8.5036	19.4434	0.003	-0.0038	-0.016
O	2.5492	8.1559	11.3889	0.0026	-0.0012	-0.0088
O	3.9706	3.0214	15.4103	-0.0006	-0.0036	-0.0044
O	0.8512	4.4678	14.4826	0.001	-0.0017	-0.0078
O	10.0337	2.9567	18.9832	0.0016	-0.0055	-0.0123
O	9.1459	7.7659	12.9712	0.0008	0.0026	-0.0039
O	10.4966	0.4784	20.056	0.0072	-0.004	-0.0028
O	6.0355	5.0127	11.9715	-0.0002	-0.0043	-0.0061
O	8.1596	2.6985	17.0176	0	-0.002	-0.0037
O	3.5372	5.4469	16.7655	0.002	-0.0035	-0.0039
O	4.6684	9.1161	10.4245	-0.0022	-0.0002	-0.0049
O	1.5431	6.6436	13.201	-0.0001	-0.0001	-0.0023
O	4.7642	5.4593	14.3818	0.0023	0.0014	-0.0072
O	2.0624	3.7974	20.935	0.0086	-0.0154	-0.0089
O	10.5573	1.3737	16.9755	0.0011	-0.0031	-0.0056
O	0.9474	6.0388	16.6071	-0.0001	-0.0024	-0.0051
O	7.4039	10.8118	21.9425	-0.0065	0.0344	-0.0109
O	5.9437	0.8241	19.9622	-0.0045	0.0034	-0.0096
O	6.0776	9.9943	12.4488	-0.0014	-0.0049	-0.0073
O	2.8538	0.5011	15.6335	0.0017	0.0014	-0.0028
O	7.0537	7.9945	10.7984	0.0023	-0.0015	-0.0057
O	10.2458	7.9657	18.7384	0.0068	0.0007	-0.0027
O	3.452	9.1496	16.6247	-0.0034	-0.0006	-0.0058

Results
free energy: -137746.256 eV
free energy less fixed offsets of O -568.88, P -755.39, Si -635.61 eV per atom: 2.004 eV

The program warned: the cutoff lies below the one the program advises for these potential files; the exchange-correlation potential is rough where the density is thin.
